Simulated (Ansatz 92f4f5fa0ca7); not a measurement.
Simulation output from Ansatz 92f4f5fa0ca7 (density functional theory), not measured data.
Periodic cell of 224 atoms, Si134O86N4, from a study of silicon, its oxide and their interface. The atomic structure is a simulated model.
This geometry differs little from another in the collection (a relaxation step or a small displacement).

Settings: functional r2SCAN; potential files Ansatz PAW; basis plane waves; wave-function cutoff 800 eV; density cutoff ratio 5; exchange-correlation grid ratio 1; k mesh 1 x 1 x 1, shifted by 0.5 0.5 0 of a step; self-consistency stop 1e-10 eV per atom in the density residual; occupations fixed; spin none; net charge 0.

Cell vectors (angstrom)
a 10.88 0 0
b 0 10.88 0
c 0 0 31.6662

Atoms and the computed forces on them: element, x, y, z (angstrom), force x, y, z (eV/angstrom)
Si 0.3132 -0.5005 -0.0473 -0.0047 -0.0129 0.0003
Si 2.491 3.0947 -0.4397 -0.0093 0.0152 -0.0053
Si 0.2068 5.2761 -0.1483 0.0223 -0.0373 0.0194
Si 2.6703 8.3121 0.229 -0.0019 0.014 -0.0061
Si 5.8764 -0.4382 -0.0954 -0.0272 -0.0235 0.0042
Si 8.0201 2.6967 0.2611 0.0102 -0.0118 -0.0029
Si 4.8675 6.1492 -0.2712 -0.0039 -0.0064 -0.0232
Si 8.1184 8.5237 0.006 0.0169 -0.0205 0.0203
Si 1.4258 1.3761 0.9513 0.0005 0.0017 -0.0021
Si 3.9855 4.2755 1.0365 -0.0039 0.0125 -0.0022
Si 1.3301 6.7601 1.3273 0.0029 -0.0057 -0.0007
Si 4.2145 9.5657 1.4511 0.0149 0.0127 -0.0099
Si 6.6373 1.2946 1.3934 -0.0063 0.0055 -0.0142
Si 9.5472 4.1331 1.247 0.01 0.0007 -0.0015
Si 6.6649 7.0058 1.1259 0.0062 0.0011 -0.0021
Si 9.6542 9.4435 1.4759 0.0085 0.0024 -0.0286
Si 0.0438 2.6722 2.4918 0.0099 0.0045 -0.0105
Si 2.7688 0.1539 2.5475 -0.0105 -0.01 -0.0109
Si 0.0522 8.0764 2.7777 0.0003 0.0007 0.0009
Si 2.6804 5.392 2.6393 -0.0139 -0.0124 -0.0157
Si 5.3164 2.858 2.5175 -0.009 -0.0046 0.0051
Si 8.1419 -0.0459 2.6708 0.0112 0.0082 0.0086
Si 5.4391 8.1317 2.7744 0.0078 0.0144 -0.0186
Si 8.1051 5.5541 2.4786 -0.009 -0.0041 -0.0005
Si 1.3283 4.0192 3.9574 -0.0002 -0.0066 -0.0029
Si 4.0457 1.49 3.9692 0.0043 0.004 0.0019
Si 1.4408 9.5699 3.9317 -0.0034 0.01 0.0047
Si 4.0504 6.7395 4.0139 -0.0152 -0.0009 -0.0021
Si 6.7823 4.1392 3.8611 0.0091 0.0027 0.0005
Si 9.5366 1.3688 3.9155 -0.012 -0.0116 0.0052
Si 6.8218 9.504 4.0657 -0.0083 -0.0082 0.0046
Si 9.4633 6.771 4.0077 -0.0018 0.0075 0.0054
Si 0.0164 0.0012 5.2866 0.0037 0.0026 0.0003
Si 2.6908 2.7472 5.3753 -0.0037 -0.0037 0.0009
Si -0.03 5.396 5.3158 0.0005 0.0023 0.0045
Si 2.7378 8.1805 5.3195 -0.0021 -0.0018 0.0014
Si 5.4295 0.061 5.3039 -0.0067 -0.0014 0.0067
Si 8.1583 2.7542 5.2357 -0.0002 0.0006 0.0002
Si 5.4489 5.4178 5.3315 0.0026 -0.0047 0.0054
Si 8.1736 8.1483 5.398 0.0089 0.0003 0.0007
Si 1.3521 1.3445 6.6831 -0.0039 -0.0034 -0.0016
Si 4.086 4.0828 6.7034 -0.003 0.0032 -0.002
Si 1.3501 6.8067 6.6501 -0.0003 0.0005 0.0005
Si 4.1002 9.5279 6.6658 0.0052 0.0029 0.0018
Si 6.8242 1.398 6.6488 0.0005 -0.0002 -0.001
Si 9.5011 4.0506 6.671 -0.0023 -0.0029 0.0012
Si 6.7926 6.7844 6.6998 -0.0047 -0.0002 -0.0017
Si 9.5592 9.5292 6.6881 0.0004 0.0025 -0.0015
Si -0.0058 2.7007 8.0314 0.0055 0.006 -0.0003
Si 2.7223 -0.0215 8.0164 -0.0023 -0.0024 0.0002
Si 0.0154 8.1557 8.0458 -0.0022 -0.0049 0.0017
Si 2.733 5.4693 8.0299 -0.002 0.0025 0.0016
Si 5.4535 2.7218 8.0394 0.0016 -0.0079 0.0022
Si 8.1835 0.0182 8.0178 0.0008 0.0019 0.003
Si 5.4489 8.1653 8.0389 -0.0004 0.0026 0.0011
Si 8.1488 5.4124 8.0241 0.0007 -0.0046 0.001
Si 1.3677 4.0837 9.358 0.0008 -0.0061 -0.0037
Si 4.1003 1.3185 9.3573 -0.0056 0.0042 -0.0015
Si 1.3947 9.5074 9.4043 0.0002 0.0063 -0.0089
Si 4.1163 6.791 9.4164 0.0087 -0.0054 -0.0048
Si 6.7936 4.0902 9.4109 -0.0043 0.0081 -0.005
Si 9.5463 1.3443 9.4121 0.0004 -0.0047 -0.0087
Si 6.8114 9.5347 9.3736 -0.002 0.0004 -0.0033
Si 9.5016 6.7792 9.356 -0.0048 0.0003 -0.0035
Si 0.0373 -0.022 10.7795 0.0005 -0.0002 -0.0047
Si 2.7494 2.6967 10.6734 -0.0027 -0.0015 0.0053
Si -0.0147 5.4333 10.7048 -0.003 0.0016 -0.0117
Si 2.7842 8.1692 10.7509 -0.0017 -0.0015 -0.0096
Si 5.4554 -0.0032 10.7594 0.0042 -0.0044 -0.006
Si 8.1599 2.7183 10.7198 -0.0007 -0.0012 -0.0069
Si 5.4655 5.4361 10.8329 -0.0026 -0.0031 0.0055
Si 8.1252 8.119 10.7068 0.0012 -0.0047 -0.0005
Si 1.4337 1.3897 12.0938 0.0069 0.0013 0.0033
Si 4.1051 3.966 12.0976 0.0104 0.0098 0.0086
Si 1.3813 6.7923 12.004 -0.0095 -0.009 0.0086
Si 4.1447 9.5013 12.1546 0.0079 0.0049 0.0108
Si 6.8201 1.3782 12.0911 -0.0159 -0.0062 0.011
Si 9.4934 4.0823 12.0635 0.0014 0.0047 0.0057
Si 6.8169 6.8426 12.213 -0.0065 -0.0055 -0.0035
Si 9.5044 9.4342 12.0308 -0.0037 -0.0025 0.0016
Si -0.0191 2.733 13.3865 0.0026 -0.009 0.0068
Si 2.8354 0.0462 13.47 -0.004 0.004 0.0054
Si 0.0324 8.1252 13.3779 -0.0009 0.0045 0.0033
Si 2.6698 5.3509 13.3071 0.013 -0.0038 0.0106
Si 5.506 2.6767 13.5667 -0.0011 -0.0012 -0.0032
Si 8.1548 -0.0638 13.3483 0.0037 -0.0029 0.0035
Si 5.4682 8.2143 13.6648 0.0029 -0.0023 0.0072
Si 8.231 5.4469 13.5167 -0.0068 0.0029 0.0047
Si 1.1213 4.2573 14.7264 0.0134 0.0093 0.0215
Si 4.4356 1.0597 14.9265 0.0026 -0.0112 -0.0003
Si 1.1402 9.7941 14.5777 0.0068 -0.0034 0.0138
Si 4.1746 6.4849 14.6426 -0.0134 -0.0429 -0.041
Si 6.5894 4.3728 14.8196 -0.0318 0.0074 -0.0053
Si 9.7235 1.0922 14.5915 -0.01 -0.0015 0.0209
Si 6.7738 9.794 14.956 0.0015 0.0178 0.0153
Si 9.8729 6.5562 14.7981 -0.0002 0.0028 0.0231
Si -1.964 0.1769 27.2563 0.012 -0.0004 -0.0132
Si -1.9466 8.5538 17.0487 0.0009 0.0091 0.0344
Si 2.1717 7.0128 19.35 0.0009 -0.0028 0.0068
Si 10.4824 0.3079 21.3427 0.0011 -0.0005 0.0001
Si 9.0789 12.6329 17.5165 -0.0028 -0.0003 0.0242
Si 5.0306 7.4119 19.3483 0.0013 0.0063 0.011
Si 7.7619 11.5039 19.867 -0.0014 -0.0017 0.0081
Si 3.7571 1.7974 21.2083 0.0013 -0.0016 0.0009
Si -0.2179 -4.5899 21.2288 -0.0025 0.0012 0.0036
Si -4.7078 3.1431 20.2896 0.0018 0.0009 0.0069
Si -5.1947 2.9766 23.0967 0.0015 -0.0003 -0.0053
Si 1.0471 1.1826 18.6835 -0.0002 -0.0007 0.0134
Si 7.8988 -2.466 24.3995 -0.0003 0.002 0.0016
Si 12.431 3.8725 22.2075 -0.0008 0.0023 -0.0021
Si 0.9397 0.9841 26.5894 0.0025 -0.0078 -0.0101
Si 5.3238 -1.8302 25.4852 -0.0009 -0.0005 -0.0068
Si -0.2512 -8.7218 23.9533 -0.0003 -0.002 0.0033
Si 14.1034 -8.6193 28.1565 -0.0008 -0.0043 -0.0221
Si 3.6466 16.5448 17.4041 -0.0005 -0.0003 0.0328
Si 11.9859 9.3131 17.4448 -0.0043 0.0018 0.0283
Si 4.4629 -2.2729 29.588 -0.0025 0.0016 -0.0437
Si 7.5064 4.2871 17.8737 -0.0022 0.0072 0.0286
Si 7.8011 -8.6486 25.1879 -0.0001 0.0004 -0.0015
Si 10.6088 -2.1231 23.087 0.0015 -0.0009 0.0048
Si 6.7515 -6.4882 29.8838 -0.012 -0.0037 -0.0324
Si -1.4315 -2.9318 26.7744 0.003 0.0074 -0.0135
Si 8.0513 -4.0361 19.3686 -0.0031 -0.0036 0.0119
Si 15.887 -0.8949 20.3894 0.0084 -0.0035 0.0005
Si 14.8161 5.3294 23.6439 0.0017 0.0013 0.0032
Si 13.7579 2.8551 16.9882 0.0084 0.0058 0.0322
Si 1.2966 -1.9766 25.8029 0.004 0.004 0.0022
Si 8.6346 -10.6435 30.2212 0.0134 0.0025 -0.0505
Si -1.7458 6.4584 29.511 0.0057 -0.0156 -0.0349
Si 3.3237 -0.6253 27.4438 -0.0087 0.0037 -0.0183
Si 5.9505 -7.2431 27.3496 -0.006 -0.0001 -0.0223
Si 5.3395 -2.8328 22.914 0.003 0.0049 0.0052
Si 5.1244 6.1884 28.4078 -0.0047 0.0103 -0.0449
Si 3.6444 6.8213 26.1956 -0.0033 0.0066 -0.0049
O -2.1832 1.7641 -0.8966 -0.0083 0.0163 0.0119
O 1.54 -1.5423 -0.4717 0.0081 -0.0082 -0.0048
O 1.2752 4.1597 -0.6628 -0.0103 0.0184 -0.0416
O 3.0085 2.7902 29.6841 0.008 -0.0029 0.0431
N 1.8127 -0.5109 26.5931 -0.0018 0.0031 0.0087
O -0.3409 5.9583 30.1362 -0.0069 0.0113 0.0263
O 9.2464 2.735 24.6103 0.0022 0.0049 0.0014
N 3.8361 7.5202 -0.8581 0.0011 -0.0046 0.033
O 3.6378 -4.6375 27.7153 0 0.0032 0.011
O 5.1145 -3.3674 25.9989 0.0019 -0.0021 0.0096
O 6.8651 3.7087 31.3251 0.0272 -0.0135 0.0164
O 5.0578 -0.8848 30.1956 0.0116 0.0157 0.0258
O 5.974 5.275 27.3535 0.0022 -0.0033 0.0135
O 8.6603 7.7284 30.3644 -0.0085 0.0315 0.0083
O 0.0849 5.4167 15.2769 -0.0162 -0.0069 -0.0176
O 1.7189 3.436 16.0089 -0.0132 0.0097 -0.0189
O 3.7027 1.6585 16.2653 0.0074 -0.0056 -0.0276
O 0.7683 3.324 23.5087 0.003 0.0038 -0.0009
O 1.703 9.1281 15.957 -0.004 0.0021 -0.0258
O 0.0222 10.918 15.0401 0.0026 0.0048 -0.0137
O 3.3231 6.4939 16.0491 0.0021 0.0098 -0.0231
O 5.4148 5.4812 14.9684 0.0068 0.0366 0.0606
O 6.9638 4.0755 16.377 0.029 -0.0199 -0.0448
O 4.9209 6.4657 18.0305 0.0031 -0.0007 -0.0148
O 10.3525 -1.5781 17.3502 -0.0086 -0.0017 -0.0143
O 7.7582 9.3559 16.2231 -0.0068 -0.0033 -0.0325
O 5.6117 10.8817 15.4307 -0.0028 -0.0035 0.0178
O 8.6926 14.1012 18.0352 -0.004 0.0003 -0.0036
O 9.2773 7.2477 16.1504 0.0086 -0.0163 -0.0315
O 0.8169 -1.8332 24.259 -0.0035 0.0046 -0.0032
O 4.8677 -1.8549 19.0697 -0.0004 0.0014 -0.0017
O -0.5561 1.2792 22.6278 -0.0003 -0.0042 -0.0001
O -0.259 1.5998 17.8729 -0.0027 0.0011 -0.0122
O 8.1467 11.5405 18.2869 0.0026 -0.0011 -0.0091
O 9.1877 17.3102 20.4937 0.0061 0.0024 0.0015
O 7.4109 2.1159 20.3433 0.0044 -0.0008 -0.0068
O 8.9142 12.4894 15.922 0.0055 -0.0031 -0.0338
O 3.82 11.087 20.7277 -0.0026 0.0017 -0.0019
O 10.604 7.1966 22.5933 0.0008 0.0014 0.0039
O 8.106 11.7603 26.0339 -0.003 0.0027 0.0044
O -1.7592 -1.7136 23.6335 0.0023 0.0038 0.0008
O 4.5699 12.7704 22.6179 0.0004 -0.0014 0.0022
O 0.9232 6.96 20.3276 -0.0021 0.0058 -0.0005
O -2.4786 8.2017 18.5466 -0.0008 0.0033 -0.0165
O 6.9574 -7.6801 26.177 0.0036 -0.0012 0.0046
O -5.7342 8.8714 21.5564 0.0008 -0.0001 -0.0013
O 10.9916 -1.1456 21.8504 0.0027 -0.0008 -0.0051
O -4.5044 4.0863 19.0158 -0.0009 -0.0005 -0.0121
O 3.6071 7.1096 20.1372 0.0042 -0.0012 -0.0023
O 3.3466 -5.1898 25.102 0.0029 -0.0069 0.003
O 11.43 -9.5895 25.0504 -0.0026 0.0026 0.0003
O 3.9225 -6.8009 17.2205 -0.0054 -0.0018 -0.0188
O 15.8649 -6.7465 23.9759 0.0024 -0.0009 0.0066
O -4.6602 3.7887 21.7798 0.0003 0.001 0.0017
O 17.485 3.2187 28.7757 0.0062 -0.0001 0.0208
O 1.837 2.1794 27.2702 0.0041 0.0049 0.0122
O 5.5675 7.7358 28.7454 0.0007 0.0029 0.024
O 4.6182 -4.2743 22.9245 -0.0017 -0.003 -0.0017
O -6.2073 -1.8296 24.0039 -0.0036 -0.0003 -0.001
N 7.5336 -11.6918 31.0911 -0.0008 0.0043 0.015
O 0.6228 0.9288 20.237 -0.0017 -0.0038 0.0019
O 3.647 0.716 28.2723 0.0026 0.006 0.0043
O 15.4851 -0.7787 26.448 0.005 0.0005 0.0054
O 6.9139 -3.1178 23.2796 -0.0022 -0.0015 -0.0032
O 11.2506 4.7606 21.4514 0.0011 -0.0033 0.0001
O 12.4909 -0.1746 18.059 -0.0018 0.0017 -0.0135
O 13.2333 5.718 18.3896 -0.0019 0.0005 -0.0087
O -1.9001 -12.2958 27.0459 -0.0009 0.0031 0.013
O -4.0633 2.1345 23.8927 -0.001 -0.001 -0.0018
O 4.6804 2.5355 20.0931 0.0002 -0.0027 -0.0025
O 6.4453 -0.211 20.2059 0.0013 0.0002 -0.0061
O 2.1918 2.3057 18.3696 0.0047 0.001 -0.0096
O 13.6203 -6.0182 22.6681 -0.001 0.002 -0.0006
O 6.5226 -3.8426 19.9636 0.002 0.0003 -0.0026
O 11.0361 -2.8367 26.5459 -0.0016 -0.0006 0.01
O -0.4771 0.824 27.3647 -0.0084 -0.0033 0.0095
N 5.3566 -5.491 29.9036 0.0028 0.002 0.0384
O 3.3081 -1.8257 28.5362 0.0078 -0.0061 0.015
O 2.3379 -8.2548 21.4218 -0.0013 0.0003 -0.0023
O 15.2865 -7.8026 27.3602 -0.0019 0.0059 0.0071
O -2.2502 -3.4645 25.4647 -0.0046 -0.002 0.0035
O 8.0977 -5.1432 18.1947 -0.0027 -0.0009 -0.0079
O 9.0272 0.0792 20.6873 0.0024 0.0009 -0.0021
O 12.7045 8.229 18.3687 0.0002 0.0029 -0.006
O 9.2282 -3.9673 27.9761 0.0037 -0.0053 0.0152
O 8.0971 5.236 29.606 -0.0019 0.0011 0.0121
O -0.6972 -11.1902 30.3175 -0.0042 0.0082 0.0219
O 13.4913 -2.876 25.9273 -0.0002 -0.0016 0.0041
O 17.7807 -1.5192 25.2817 0.0045 0.0006 0.0028
O 8.1801 0.375 28.6761 -0.0015 -0.0093 0.0155

Results
free energy: -136306.080 eV
free energy less fixed offsets of N -386.36, O -570.45, Si -639.56 eV per atom: -0.900 eV

The program warned: the cutoff lies below the one the program advises for these potential files; the forces do not sum to zero within the program's tolerance; empty levels may hold ghost states of the PAW files; the exchange-correlation potential is rough where the density is thin.
